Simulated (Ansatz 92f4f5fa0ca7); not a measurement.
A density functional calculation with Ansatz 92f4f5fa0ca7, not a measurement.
Periodic cell of 184 atoms, Si120O64, from a study of silicon, its oxide and their interface. The atomic structure is a simulated model.

Settings
functional: r2SCAN
potential files: Ansatz PAW
basis: plane waves
wave-function cutoff: 800 eV
density cutoff ratio: 5
exchange-correlation grid ratio: 1
k mesh: 1 x 1 x 1, shifted by 0.5 0.5 0 of a step
self-consistency stop: 1e-10 eV per atom in the density residual
occupations: fixed
spin: none
net charge: 0

Cell vectors (angstrom)
a  10.888  0  0
b  0  10.888  0
c  0  0  27.2704

Atoms and the computed forces on them: element, x, y, z (angstrom), force x, y, z (eV/angstrom)
Si  -3.667  -2.6235  -1.8864  0.0389  -0.009  0.1588
Si  1.8319  0.3966  0.741  -0.0053  -0.0017  -0.0236
Si  0.2222  7.2416  -1.2478  -0.0143  0.0256  0.1636
Si  0.7616  6.1268  -4.1851  -0.0125  0.0027  0.2504
Si  9.2724  -1.2064  -3.5068  0.0154  -0.0348  0.2398
Si  5.9425  1.6705  -0.9371  -0.0061  0.0141  0.1694
Si  2.7087  5.5868  2.7324  -0.004  0.0031  -0.005
Si  8.4147  7.7219  0.046  -0.0156  0.0101  0.0351
Si  1.6841  2.6407  1.0426  0.0088  -0.0025  0.037
Si  5.0133  4.5526  -0.2506  0.0095  -0.0066  0.1575
Si  1.8667  7.368  1.366  0.0118  0.011  0.0588
Si  3.7335  8.9756  1.2873  -0.0006  -0.0077  0.0011
Si  5.3987  2.715  2.7067  0.0061  -0.0029  -0.0034
Si  8.9912  3.5732  1.671  -0.0069  -0.0071  0.0445
Si  6.9287  6.5753  1.4179  -0.0032  0.0037  0.0168
Si  9.3941  9.5119  1.2889  -0.0053  0.001  -0.0041
Si  0.0362  2.8145  2.7803  0.0012  -0.0012  -0.0053
Si  2.7875  -0.2766  2.7433  0.0086  -0.0013  -0.0048
Si  0.0309  8.2437  2.6355  0.0047  -0.0098  -0.0025
Si  3.6721  3.8556  1.4993  -0.0017  -0.0001  0.0017
Si  7.3348  1.8199  1.5944  0.0057  0.0124  0.0504
Si  8.2125  0.0053  2.7862  -0.0075  0.0078  -0.0025
Si  5.5108  8.0553  2.58  0.0058  0.0033  -0.0056
Si  8.17  5.3503  2.905  0.0082  0.0016  -0.006
Si  1.3254  4.2342  4.117  0.0002  -0.0013  0.0002
Si  4.0703  1.2839  4.0075  -0.0002  0.0086  -0.0011
Si  1.3272  9.4901  4.1573  -0.0059  0.0004  -0.0016
Si  4.1666  6.8027  4.0957  -0.0019  -0.0032  -0.0007
Si  6.7267  4.0424  4.1809  -0.0013  0.0012  0
Si  9.6754  1.2969  4.1164  0.0016  -0.0031  0.0012
Si  6.7695  9.5048  4.0083  0.0033  -0.0018  -0.001
Si  9.5949  6.8195  4.0394  -0.0046  -0.0008  0.0024
Si  0.0431  -0.0234  5.5457  -0.0005  -0.0012  -0.0006
Si  2.7116  2.7316  5.3562  0.0018  0.0012  0.0008
Si  -0.0107  5.5118  5.5025  -0.0009  -0.0006  -0.0005
Si  2.7449  8.1335  5.443  -0.0005  0.0002  -0.0005
Si  5.4262  -0.0356  5.4082  -0.0009  0.0006  -0.0008
Si  8.2049  2.673  5.4085  0.0006  -0.0003  -0.0011
Si  5.4396  5.4375  5.5278  -0.0014  0.0008  -0.0015
Si  8.1704  8.1626  5.3793  0.001  0.001  -0.0011
Si  1.4074  1.3864  6.8187  -0.0003  0.0006  -0.001
Si  4.0471  4.0584  6.8016  -0.0009  -0.0016  -0.0008
Si  1.3657  6.8357  6.8286  0.0008  0.0004  -0.0008
Si  4.0822  9.5162  6.7944  0.0002  -0.0008  -0.0014
Si  6.82  1.3274  6.7475  0  0.0005  -0.0006
Si  9.5285  4.0777  6.7821  -0.0002  -0.0004  -0.0008
Si  6.8357  6.8173  6.8135  0.0005  0.0001  -0.0009
Si  9.4984  9.5092  6.8125  -0.0005  -0.0008  -0.0007
Si  0.0019  2.7243  8.1582  0.0006  0.0003  -0.0012
Si  2.7578  -0.0014  8.1744  -0.0003  -0.0002  -0.0008
Si  0.017  8.2028  8.1791  0.0011  0.0001  -0.0002
Si  2.6829  5.4434  8.1497  0  0.0009  -0.0014
Si  5.4621  2.6932  8.1089  0.0006  -0.0003  -0.0007
Si  8.1362  -0.0048  8.1566  -0.0003  0.0002  -0.0009
Si  5.4459  8.1789  8.165  0.0001  0.0008  -0.0009
Si  8.2073  5.4454  8.1556  0.0002  0.0003  -0.0013
Si  1.3425  4.0998  9.5176  -0.0005  -0.0011  -0.0008
Si  4.1402  1.3362  9.5155  -0.0005  -0.0003  -0.0004
Si  1.3775  9.5552  9.5577  -0.0001  -0.0004  -0.0011
Si  4.0267  6.8301  9.4836  -0.0003  0.0005  -0.0013
Si  6.8312  4.0558  9.4525  -0.0005  -0.0008  -0.0015
Si  9.5312  1.3315  9.5044  0.0013  0.0004  -0.0001
Si  6.765  9.5732  9.543  -0.0002  -0.0003  -0.0012
Si  9.5544  6.8358  9.518  -0.0006  -0.0002  -0.0011
Si  0.0132  0.0174  10.9168  -0.0012  0.0014  0.0004
Si  2.7645  2.7259  10.7856  0.0005  0.0012  -0.001
Si  0.0128  5.4813  10.8896  0.0001  0.0009  -0.0006
Si  2.7154  8.1876  10.9544  0.0015  0.0007  -0.0009
Si  5.4189  0.0035  11.0005  -0.0002  -0.001  -0.0003
Si  8.152  2.6677  10.8495  -0.0004  -0.0015  -0.0007
Si  5.4286  5.4437  10.708  0.0004  -0.0005  0.0003
Si  8.1827  8.2391  10.8267  0.0022  -0.0022  -0.0004
Si  1.4036  1.4551  12.1862  0.0081  -0.0042  -0.0013
Si  4.1901  4.0314  12.0892  -0.0026  -0.0008  -0.0002
Si  1.4008  6.7759  12.3219  0.0054  -0.0061  -0.0009
Si  7.1183  9.1313  14.9691  -0.0215  0.0199  0.1115
Si  6.853  1.3341  12.3379  -0.0013  0.0009  0.0038
Si  9.4577  4.1201  12.1323  -0.0017  0.0059  0.0003
Si  6.6723  6.9168  11.9992  -0.0012  0.0048  0
Si  9.556  9.5048  12.2868  -0.003  0.006  -0.0031
Si  -1.2131  1.4341  14.8375  0.0036  0.0229  0.0935
Si  2.6557  0.1787  13.7258  -0.0048  -0.0014  -0.0117
Si  -0.1212  7.9749  13.6776  0.0122  0.0195  0.0361
Si  2.9934  5.4354  13.4703  0.0086  0.0035  -0.01
Si  5.4973  2.7858  13.6249  -0.0019  0.0033  -0.0073
Si  5.3428  -0.2993  17.1472  0.0073  0.0124  0.3002
Si  4.0089  9.5654  12.4167  0.0004  0.0033  0.0025
Si  7.8993  5.4647  13.2566  0.0022  -0.0034  -0.0068
Si  3.2419  6.2491  16.9009  0.0062  0.0023  0.2548
Si  3.9779  1.6641  14.9896  0.0206  -0.0193  0.1178
Si  1.1071  10.3069  15.3425  0.0253  -0.009  0.1643
Si  4.6082  6.3432  14.9134  -0.0059  0.0016  0.006
Si  6.3579  4.6333  14.8152  0.0268  -0.0101  0.0655
Si  10.8599  2.8058  13.4527  0.0092  0.0174  0.0338
Si  8.2054  10.8451  13.7296  0.0018  -0.0022  -0.0073
Si  9.084  6.72  14.7359  0.0066  -0.02  0.0826
Si  -26.3069  -21.6079  20.0129  0.0157  -0.0528  0.3101
Si  1.0623  -11.0913  19.9484  -0.0722  0.0494  0.2709
Si  -8.2482  -1.6951  17.8268  -0.0068  0.0247  0.2776
Si  26.6548  -12.235  22.145  -0.0237  0.0189  0.2943
Si  1.3618  12.2608  22.4529  -0.0151  -0.0188  0.2894
Si  -8.0512  -0.3083  24.3496  -0.008  -0.0411  0.249
Si  6.7649  -0.1401  24.2982  -0.0005  0.0322  0.2175
Si  -18.1834  10.5914  26.6719  -0.0191  -0.0153  0.0468
Si  9.2672  6.6441  21.1955  0.0028  0.0381  0.2504
Si  -23.4943  20.4976  20.6346  0.0154  -0.0325  0.2791
Si  20.3823  -6.8222  19.4526  0.0055  0.0316  0.335
Si  3.7416  -4.3381  22.0459  0.0066  0.0463  0.2746
Si  -11.4298  -18.3466  23.3749  0.0004  0.0037  0.2334
Si  21.9422  -1.4473  25.2516  -0.0239  0.0081  0.0452
Si  -11.125  10.8515  27.0834  0.0044  0.0007  0.0362
Si  8.8019  -28.5227  16.3806  0.0532  -0.0086  0.2634
Si  -28.7038  4.6557  19.445  0  -0.036  0.3213
Si  -16.2712  27.6342  24.4896  -0.0121  0.0351  0.2479
Si  -9.3832  24.5074  19.9449  0.0059  -0.0249  0.2304
Si  -4.3267  14.0933  20.4615  0.0107  0.0188  0.2355
Si  -14.2178  4.7322  22.762  0.0212  0.0145  0.2395
Si  16.3555  -13.6429  13.6372  -0.0009  -0.0149  -0.0065
Si  13.0204  -17.6193  15.1734  -0.0018  0.0135  0.1219
Si  -0.5228  13.9183  26.4863  0.01  -0.0278  0.2044
O  4.0742  -16.227  -9.1598  -0.024  0.0889  -0.2382
O  -10.9973  0.4784  -11.6526  -0.0204  0.0156  -0.0648
O  -13.9789  10.3601  -7.0104  -0.0537  0.0352  -0.1067
O  27.8646  -5.3858  0.5033  -0.031  -0.0266  -0.0585
O  -20.1337  -12.276  -2.7534  0.0399  0.0188  -0.0884
O  8.9538  8.0199  -6.855  -0.0072  0.0098  -0.0957
O  4.545  16.2214  -1.5849  0.0237  0.0407  -0.1467
O  -8.8245  26.9651  -10.8174  0.0004  -0.0266  -0.1201
O  21.2881  -11.5616  -7.5044  0.05  0.014  -0.1084
O  -13.4458  19.2721  -3.0928  0.0208  0.0276  -0.1151
O  8.3508  0.1072  -3.1579  0.0004  -0.0008  -0.0736
O  10.0464  1.451  -0.5665  -0.0017  0.0237  -0.0577
O  -1.2587  5.5424  -7.1828  0.0086  -0.0859  -0.1479
O  22.4416  14.5394  -12.5585  -0.0202  -0.0187  -0.0566
O  -12.2071  -1.1207  -5.0741  -0.0177  0.0079  -0.2727
O  -4.5436  1.6282  -6.58  -0.0022  -0.0062  -0.0905
O  2.5429  29.3832  17.4919  0.0277  -0.0528  -0.11
O  -6.2793  -15.964  23.1761  -0.0578  0.0087  -0.1568
O  2.2047  -4.2515  22.5679  0.0513  0.0009  -0.096
O  15.3452  8.0029  21.8723  -0.0036  -0.0191  -0.0866
O  -11.2672  6.8866  22.2211  -0.0586  0.0008  -0.1256
O  -9.6069  0.0079  21.5654  -0.0054  -0.0379  -0.1781
O  0.5771  8.8436  14.8918  -0.0238  -0.0332  -0.0675
O  -8.8506  9.5518  19.308  0.0653  -0.0629  -0.1756
O  15.5622  0.9057  26.9669  0.0343  0.0176  -0.0602
O  -1.3883  5.4996  15.775  -0.0079  0.0532  -0.101
O  16.9721  11.2221  18.4372  -0.0523  -0.0185  -0.2315
O  -15.3385  31.5049  16.3311  0.0555  -0.0491  -0.146
O  0.5555  6.4028  24.6749  0.0253  -0.0626  -0.1805
O  -12.0682  28.5967  26.7591  0.0428  -0.0022  -0.0648
O  -7.1644  10.1518  23.0818  0.0637  -0.0374  -0.1902
O  -17.9851  -16.1016  20.7  0.0086  -0.0895  -0.2078
O  15.602  0.8757  16.2318  -0.0452  0.0615  -0.1426
O  -18.7536  2.8505  15.6272  0.0095  -0.0067  -0.0639
O  7.2063  -9.566  27.2858  -0.0291  -0.0082  -0.0921
O  1.4266  -3.9352  27.0993  -0.0467  -0.0022  -0.1122
O  -5.7427  -11.5717  20.6981  0.0432  0.0566  -0.1787
O  8.1596  18.8136  15.4298  0.004  -0.0066  -0.0535
O  2.1656  -9.7795  23.8499  -0.0549  0.0604  -0.1638
O  -9.0889  -0.8008  16.7888  -0.0426  0.0421  -0.18
O  -13.6945  -7.4819  19.9215  0.0485  0.0086  -0.1061
O  -13.8016  -4.7541  22.0478  0.0297  0.0197  -0.1054
O  16.2287  -17.9757  19.5698  -0.0448  0.0221  -0.1053
O  16.6474  25.0271  26.4237  0.0193  -0.0159  -0.0698
O  21.1403  25.2338  24.9706  -0.001  0.0203  -0.1958
O  4.1943  -23.0627  17.707  0.02  0.006  -0.1043
O  -1.5961  14.7731  27.3475  0.0222  -0.0052  -0.0867
O  6.0904  -9.6369  24.7675  0.0157  -0.0303  -0.1061
O  -19.7635  -19.2809  21.4854  0.0066  0.0436  -0.1675
O  6.8714  -16.7599  24.2076  0.0458  -0.0303  -0.1243
O  -10.9918  -19.821  22.8699  0.0306  -0.0207  -0.0967
O  23.1797  -9.6446  19.2695  0.0096  -0.0085  -0.1029
O  2.6394  14.5835  19.3144  0.0298  0.0322  -0.098
O  -12.7107  2.6342  15.7979  0.0128  -0.0551  -0.1019
O  -4.9049  -14.4339  24.9143  -0.0437  -0.0372  -0.0945
O  7.1812  -6.5372  16.2409  -0.0507  0.0163  -0.1083
O  -21.2263  4.5286  22.891  0.008  0.0032  -0.0831
O  0.981  3.3822  27.0105  -0.038  0.0133  -0.0756
O  -15.3138  3.945  21.8926  -0.0317  -0.0555  -0.1602
O  10.8679  -18.4686  19.8956  -0.028  0.011  -0.0992
O  -12.3803  -6.7746  17.8677  -0.0445  0.0036  -0.2597
O  30.6534  -7.081  22.8476  -0.0396  0.0182  -0.0888
O  -4.3446  9.7449  25.5732  0.0018  0.0249  -0.0975
O  -4.6694  -44.4784  22.9907  -0.0537  -0.0317  -0.1585

Results
free energy: -113253.777 eV
free energy less fixed offsets of O -570.45, Si -639.56 eV per atom: 2.223 eV

The program warned: the cutoff lies below the one the program advises for these potential files; the forces do not sum to zero within the program's tolerance; empty levels may hold ghost states of the PAW files; the exchange-correlation potential is rough where the density is thin.
